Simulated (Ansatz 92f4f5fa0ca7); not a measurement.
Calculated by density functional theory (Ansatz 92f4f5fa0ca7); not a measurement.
Periodic cell of 247 atoms, Si165O82, from a study of silicon, its oxide and their interface. The atomic structure is a simulated model.
Doubt: the cutoff is far below the 930 eV that the study's wrapper takes by default for these files, so forces and energies are approximate.
This geometry differs little from another in the collection (a relaxation step or a small displacement).

Settings
functional: PBE
potential files: Ansatz PAW
basis: plane waves
wave-function cutoff: 580 eV
density cutoff ratio: 5
exchange-correlation grid ratio: 1
k mesh: 1 x 1 x 1, Gamma-centred
self-consistency stop: 5e-08 eV per atom in the density residual
occupations: fixed
spin: none
net charge: 0

Cell vectors (angstrom)
a  10.938  0  0
b  0  10.938  0
c  0  0  37.0728

Atoms: element, x, y, z (angstrom)
Si  0  0  0.683
Si  5.469  0  0.683
Si  2.7345  2.7345  0.683
Si  8.2035  2.7345  0.683
Si  0  5.469  0.683
Si  5.469  5.469  0.683
Si  2.7345  8.2035  0.683
Si  8.2035  8.2035  0.683
Si  1.3673  1.3673  2.0503
Si  6.8362  1.3673  2.0503
Si  4.1018  4.1018  2.0503
Si  9.5708  4.1018  2.0503
Si  1.3673  6.8362  2.0503
Si  6.8362  6.8362  2.0503
Si  4.1018  9.5708  2.0503
Si  9.5708  9.5708  2.0503
Si  2.7345  0  35.0213
Si  8.2035  0  35.0213
Si  0  2.7345  35.0213
Si  5.469  2.7345  35.0213
Si  2.7345  5.469  35.0213
Si  8.2035  5.469  35.0213
Si  0  8.2035  35.0213
Si  5.469  8.2035  35.0213
Si  4.1018  1.3673  36.3886
Si  9.5708  1.3673  36.3886
Si  1.3673  4.1018  36.3886
Si  6.8362  4.1018  36.3886
Si  4.1018  6.8362  36.3886
Si  9.5708  6.8362  36.3886
Si  1.3673  9.5708  36.3886
Si  6.8362  9.5708  36.3886
Si  0.1909  -0.2359  26.9109
Si  4.8123  0.6074  26.8217
Si  3.0974  2.332  27.0556
Si  7.8321  3.1635  26.6816
Si  -0.5995  5.9373  27.0163
Si  5.614  5.4205  26.9394
Si  2.3681  8.4328  26.8952
Si  8.6591  7.705  27.002
Si  1.3371  1.3477  28.2498
Si  6.7129  1.4676  27.9914
Si  4.0603  4.1474  28.2085
Si  9.4203  4.1432  28.1872
Si  1.2161  6.8737  28.2254
Si  6.8607  6.8682  28.2747
Si  4.0172  9.6616  28.0817
Si  9.5547  9.5256  28.2158
Si  2.6921  -0.0216  29.617
Si  8.1018  0.0493  29.396
Si  -0.0735  2.7716  29.4952
Si  5.4751  2.7938  29.559
Si  2.6475  5.4998  29.5209
Si  8.14  5.4661  29.6754
Si  -0.0415  8.242  29.6763
Si  5.427  8.3045  29.4717
Si  4.0933  1.3918  30.9018
Si  9.5  1.3753  30.837
Si  1.3084  4.1168  30.9017
Si  6.7895  4.1041  31.0041
Si  4.063  6.882  30.8518
Si  9.5355  6.8445  30.9869
Si  1.3508  9.5798  31.0073
Si  6.7991  9.6331  30.871
Si  -0.0568  0.0353  32.274
Si  5.4505  0.0293  32.2794
Si  2.7042  2.7473  32.2596
Si  8.19  2.7234  32.2962
Si  -0.0186  5.4746  32.3127
Si  5.4112  5.5101  32.283
Si  2.7359  8.2032  32.3107
Si  8.1531  8.242  32.2765
Si  1.351  1.3729  33.6413
Si  6.8307  1.36  33.6615
Si  4.0767  4.1044  33.6443
Si  9.5653  4.0899  33.6609
Si  1.3691  6.8292  33.665
Si  6.8175  6.8473  33.6477
Si  4.1109  9.5776  33.6556
Si  9.5518  9.5744  33.6485
Si  2.7161  -0.0182  3.4218
Si  8.2331  0.0385  3.3996
Si  0.0054  2.7443  3.4398
Si  5.4623  2.7321  3.4024
Si  2.7335  5.4658  3.4271
Si  8.2152  5.4345  3.4173
Si  0.0288  8.1985  3.3936
Si  5.4987  8.2221  3.4309
Si  4.0803  1.3753  4.7521
Si  9.5644  1.3881  4.8257
Si  1.3883  4.0844  4.8282
Si  6.872  4.0252  4.7898
Si  4.1317  6.8189  4.7758
Si  9.6944  6.7406  4.721
Si  1.3497  9.5517  4.812
Si  6.9279  9.595  4.7634
Si  -0.0674  -0.0318  6.1771
Si  5.5371  0.0866  6.0636
Si  2.6924  2.6612  6.1919
Si  8.2009  2.7033  6.2842
Si  0.0456  5.424  6.2496
Si  5.4951  5.3851  6.0933
Si  2.7559  8.1795  6.1462
Si  8.3848  8.1575  5.9808
Si  1.2587  1.3151  7.5757
Si  6.8103  1.3079  7.6831
Si  4.1609  3.992  7.4849
Si  9.5263  4.1365  7.662
Si  1.4789  6.7919  7.5986
Si  6.967  6.8393  7.2326
Si  4.1762  9.6491  7.3314
Si  9.608  9.4424  7.5531
Si  3.6059  1.814  10.2097
Si  7.6277  -0.7264  8.7114
Si  -0.1477  2.6631  9.0356
Si  5.5094  2.7984  9.0829
Si  3.0582  5.5376  8.8535
Si  8.2551  5.7588  8.9006
Si  0.3085  8.2626  9.0269
Si  5.8589  8.4755  8.4425
Si  2.8703  0.0541  8.7514
Si  10.0453  1.1045  11.6141
Si  2.333  3.8734  10.4399
Si  6.4108  4.8217  10.0621
Si  4.9105  6.7001  9.7598
Si  9.466  7.4184  10.2568
Si  2.1216  9.3568  10.2867
Si  8.3568  9.4902  10.7908
O  -3.9602  8.5333  14.309
O  4.754  8.4176  12.5814
O  9.7709  6.7657  11.755
O  2.2309  10.2936  13.4763
O  2.3244  4.2025  12.0722
O  -1.6422  -0.3547  11.619
O  13.9331  5.425  14.4129
O  7.1572  -1.9893  11.7684
O  6.6526  15.2178  26.3603
O  8.4183  2.9035  25.1515
O  2.8406  7.6776  25.5129
O  2.4915  2.845  25.5864
O  10.4385  11.3479  25.5599
O  -0.2995  5.3537  25.4704
O  1.3055  9.5936  26.3824
O  5.1087  6.3204  25.6535
Si  10.4727  -3.9584  13.2033
Si  -1.2869  8.8489  17.7236
Si  3.7259  7.7878  11.4136
Si  -2.9712  6.422  22.5563
Si  -2.2809  8.1811  24.7026
Si  2.7522  2.3143  24.0707
Si  6.0804  5.7921  16.4678
Si  6.8657  3.9289  21.3498
Si  -6.712  2.037  16.9414
Si  2.1259  5.5143  13.0199
Si  2.0516  0.0307  11.9865
Si  14.1046  6.6455  15.5106
Si  1.5521  -0.1786  22.7283
Si  7.9981  7.5135  19.7783
Si  2.2258  5.0144  22.8586
Si  8.127  7.825  15.25
Si  7.7815  4.806  18.5911
Si  5.2128  0.744  24.4614
Si  9.9366  4.003  16.5361
Si  6.6612  4.8476  12.3751
Si  3.6453  10.2652  18.1497
Si  -2.2714  3.0813  13.778
Si  3.9343  6.8309  24.6554
Si  2.2491  1.1504  20.0487
Si  0.7608  6.3761  17.6058
Si  12.5428  -1.9658  14.1979
Si  4.9141  -2.6936  19.8195
Si  7.966  13.0437  23.7882
Si  2.8096  5.8403  19.8104
Si  -6.5983  3.3025  19.6389
Si  5.9522  14.1599  14.6239
Si  10.4455  6.0179  23.9914
Si  6.34  8.0748  12.8659
Si  4.2028  9.1922  22.6965
Si  -1.0689  -0.0792  24.101
Si  0.9557  -0.7361  16.8102
Si  1.3041  2.0173  17.3086
O  3.366  1.0233  11.6978
O  4.1747  11.3473  17.0496
O  9.4311  2.0402  12.7959
O  8.5436  6.1955  18.9782
O  3.2915  5.5036  23.9826
O  2.1426  3.3936  23.0207
O  1.4127  0.6361  21.3258
O  -1.0667  12.6951  10.1034
O  0.5478  5.7101  13.446
O  10.1445  7.6136  24.2195
O  6.2656  4.5461  15.4778
O  7.7373  3.9154  19.9606
O  2.6517  5.4224  21.3631
O  10.8005  7.6981  17.8342
O  3.3108  0.0078  19.5905
O  2.2684  -1.3415  17.5816
O  2.024  0.8699  23.8845
O  2.7352  2.7437  16.9959
O  1.3408  5.9061  19.0731
O  5.3826  3.4739  20.8777
O  -6.2768  6.5547  16.179
O  8.466  7.4052  21.339
O  1.2355  0.7682  16.2756
O  9.2475  1.2104  23.3264
O  -2.2667  9.7712  24.3468
O  -3.6027  2.3555  14.4267
O  -0.4004  -0.719  17.7249
O  4.3577  2.0361  23.8742
O  8.1563  4.3567  12.8789
O  5.5575  3.8318  13.1304
O  0.7547  3.6599  9.9921
O  7.3602  6.7389  16.1774
O  4.9227  -0.5761  23.5568
O  -0.2163  5.4034  16.7418
O  0.8095  5.7538  23.095
O  3.6344  7.2404  19.7596
O  0.0923  -0.734  23.1645
O  0.6951  11.8943  11.9447
O  6.2976  5.2148  17.9921
O  8.6712  8.8007  19.0327
O  4.4735  7.7775  23.4524
O  -1.6288  7.1303  14.3414
O  0.6847  9.3162  15.4854
O  -6.0595  2.3527  15.4793
O  -5.9482  2.5671  18.3072
O  7.5117  7.3991  23.7982
O  10.939  2.9014  17.1257
O  2.0965  6.5745  16.7126
O  -1.7695  5.452  23.1243
O  3.7288  4.7079  19.0952
O  6.3717  -3.395  19.7166
O  6.5055  6.439  12.7928
O  2.5996  -1.4209  22.5887
O  4.8664  9.0909  21.2147
O  7.4969  2.9628  22.4893
O  -4.1526  5.4385  22.0033
O  -2.353  3.9873  17.4422
O  3.1253  2.4759  20.349
O  -2.1436  8.846  16.3271
O  2.6294  6.7956  12.1362
O  4.7988  -1.7616  18.4756
O  2.859  8.042  14.7059
O  0.5112  -2.6375  13.175
O  9.6159  3.6485  14.979
O  1.2132  1.4678  18.8418
O  -4.1634  12.0465  24.2541

Results
free energy: -151526.884 eV
free energy less fixed offsets of O -568.88, Si -635.61 eV per atom: -3.074 eV

Forces (eV/angstrom), in the order of the atoms: element, x, y, z
Si  0.0047  -0.026  -0.0226
Si  0.0329  -0.0117  0.0024
Si  0.0041  -0.0048  0.0126
Si  0.0218  -0.0156  -0.0201
Si  0.0101  -0.0241  0.0091
Si  -0.0473  0.0181  -0.0017
Si  0.0657  -0.1276  -0.0186
Si  -0.0054  -0.0048  0.0184
Si  -0.0822  -0.0072  0.111
Si  -0.0633  0.0283  -0.1419
Si  -0.0079  0.0948  -0.0366
Si  0.0667  -0.1493  -0.0897
Si  0.204  -0.0319  -0.1753
Si  0.1049  -0.0681  0.1554
Si  0.0016  -0.0516  0.09
Si  0.1092  0.0299  -0.0187
Si  -0.0862  0.0206  -0.114
Si  -0.0381  -0.0243  0.0899
Si  0.0315  0.0094  0.08
Si  -0.0728  0.0932  -0.087
Si  -0.0365  -0.0657  0.1311
Si  -0.1142  0.0434  -0.1043
Si  -0.0469  0.052  -0.0718
Si  -0.0054  0.0453  0.0742
Si  -0.0356  0.0277  -0.0071
Si  -0.0225  -0.0186  -0.0065
Si  -0.0104  0.0246  0.0197
Si  -0.0063  0.0436  0.0131
Si  0.0159  0.0568  -0.0274
Si  0.0092  0.0206  -0.0063
Si  0.0035  0.0477  0.0128
Si  -0.0281  -0.0225  0.008
Si  -0.0007  -0.0117  -0.0108
Si  0.0038  -0.0044  0.002
Si  -0.0073  0.0086  -0.0045
Si  -0.0096  0.009  -0.0283
Si  0.0088  -0.0104  -0.0092
Si  0.0131  -0.0093  -0.0131
Si  -0.0069  0.0147  -0.0198
Si  -0.0076  0.007  0.0015
Si  -0.0049  -0.0114  -0.0048
Si  -0.0048  0.0037  0.008
Si  0.0082  -0.0016  0.0023
Si  -0.0083  -0.0013  -0.0014
Si  0.0018  0.01  0.0012
Si  0.0057  -0.0051  -0.0023
Si  -0.0013  0.0087  0.0047
Si  0.0071  -0.0033  0.0006
Si  -0.0031  0.0019  -0.0074
Si  -0.0014  0.0006  -0.0015
Si  -0.0004  0.0009  -0.001
Si  0.0006  0.0032  -0.0078
Si  -0.0003  0.0003  -0.0011
Si  -0.007  -0.0005  -0.0087
Si  -0.0001  0.0017  -0.0047
Si  -0.0011  -0.0032  -0.0037
Si  -0.0027  -0.0052  0.0051
Si  -0.002  -0.0004  -0.0016
Si  -0.001  -0.0001  0.0045
Si  -0.0007  -0.0004  0.005
Si  0.001  0.002  -0.0029
Si  -0.0012  -0.0016  0.005
Si  -0.0013  -0.004  0.0078
Si  -0.0019  0.0007  0.0024
Si  0  0.0019  -0.0028
Si  -0.0017  0.0003  0.0004
Si  -0.0008  0.0033  0.0015
Si  -0.0007  0.0006  -0.002
Si  -0.0008  -0.0007  0.0014
Si  -0.0006  0.0013  -0.0013
Si  -0.0005  -0.0009  -0.0008
Si  0.0002  0.0004  0.0012
Si  0.0023  -0.0016  0.0004
Si  -0.0012  0.001  0.0002
Si  0.0019  0  0.0012
Si  0.0001  -0.0007  0.0003
Si  -0.0007  0.0003  0.0005
Si  0.0024  -0.0004  0.0003
Si  -0.0018  0.0007  0
Si  0.002  -0.0016  0.0007
Si  -0.0004  0.0025  -0.0011
Si  -0.0008  -0.0012  0.0021
Si  -0.002  -0.0031  0.0053
Si  0.0029  0.0022  -0.0019
Si  -0.001  0.002  0.0052
Si  -0.0024  -0.002  -0.0034
Si  0.0051  0.0028  -0.0046
Si  -0.0035  -0.0035  0.0039
Si  0.0031  -0.0013  -0.0022
Si  -0.002  -0.0007  0.001
Si  -0.0004  -0.0022  -0.0011
Si  -0.005  -0.0013  0.0048
Si  0.0002  0.0022  0.0026
Si  0.0054  -0.0118  -0.0114
Si  -0.0013  -0.0013  0.0069
Si  0.0065  0.0047  -0.0104
Si  -0.0021  0.0085  -0.0031
Si  -0.0023  -0.0085  0.0029
Si  -0.0031  0.0027  0.0057
Si  -0.0059  -0.0056  0.0038
Si  -0.0009  -0.0014  0.002
Si  0.0022  0.0142  0.0006
Si  0.0038  -0.0023  0.0032
Si  -0.0083  0.0287  0.0178
Si  -0.0093  -0.0011  -0.0045
Si  0.0084  0.0007  -0.0022
Si  0.0159  -0.0031  -0.0087
Si  -0.0022  -0.0085  0.0057
Si  0.0008  0.0025  0.005
Si  -0.0154  -0.0271  0.0126
Si  -0.0056  0.0005  0.002
Si  0.0144  0.0052  -0.0058
Si  0.0255  0.0021  0.0094
Si  -0.0145  0.0027  -0.0057
Si  -0.0239  -0.0269  -0.024
Si  -0.0106  0.0033  0.0073
Si  0.0096  0.0221  -0.0058
Si  -0.0105  0.007  -0.0033
Si  0.0027  0.01  -0.0127
Si  0.0143  0.0072  0.0016
Si  -0.0022  -0.0037  -0.0074
Si  -0.008  0.0079  0.0034
Si  0.0111  -0.0052  0.0335
Si  0.0048  -0.0002  -0.0032
Si  0.0399  -0.0296  -0.0762
Si  0.002  0.0008  -0.0276
Si  -0.0063  -0.0214  -0.0082
Si  0.0165  0.0109  -0.0189
O  -0.0005  0.0002  0.0148
O  -0.024  -0.006  -0.0191
O  -0.0051  -0.0144  -0.0178
O  0.0102  0.0037  0.0055
O  0.0118  -0.0056  -0.0056
O  0.0014  -0.007  0.0106
O  -0.0049  -0.0057  -0.0062
O  -0.0259  -0.0053  0.01
O  0.0026  0.0027  0.0238
O  0.0019  0.0126  0.0269
O  0.0108  -0.0073  -0.0107
O  0.0107  -0.0061  0.014
O  0.0121  0.0021  0.0143
O  -0.0062  0.012  0.0053
O  0.0017  0.0006  0.0287
O  0.0053  -0.0093  0.0051
Si  0.0112  0.0107  0.0184
Si  0.0062  0.0045  0.0029
Si  -0.0301  0.0492  0.0742
Si  -0.0029  -0.0005  0.0159
Si  -0.0017  -0.0065  0.0038
Si  0.003  -0.0011  0.0052
Si  0.0015  -0.0053  -0.0051
Si  -0.0004  -0.0014  0.0011
Si  -0.004  0.0032  -0.0036
Si  0.0161  0.0148  -0.0032
Si  0.0037  0.0042  -0.0049
Si  -0.0041  -0.0045  -0.0002
Si  -0.0054  0.0023  0.0136
Si  0.0018  0.0026  -0.0045
Si  -0.0017  0.0191  0.0004
Si  -0.0027  -0.0063  0.0087
Si  0.0025  0.0007  -0.0042
Si  -0.0127  -0.0025  -0.0012
Si  -0.0115  0.0119  -0.0037
Si  0.0076  -0.0104  -0.0016
Si  -0.0027  0.0027  -0.0095
Si  -0.0055  0.0018  -0.0096
Si  -0.0176  0.0014  0.0069
Si  0.0019  0.01  -0.0067
Si  -0.0104  0.0005  -0.004
Si  -0.0143  -0.007  0.0048
Si  0.0038  -0.0065  -0.0042
Si  -0.0037  0.001  0.0043
Si  0.0022  -0.0015  -0.0028
Si  -0.0007  0.0046  -0.0009
Si  0.0004  -0.0026  0.0038
Si  -0.005  -0.0072  -0.0117
Si  -0.0004  -0.0082  -0.005
Si  0.0071  0.0063  0.0229
Si  -0.0023  -0.0077  0.0009
Si  0.0033  0.0083  -0.0004
Si  0.0041  -0.0067  -0.0013
O  -0.0102  0.0046  -0.0001
O  0.0007  -0.0016  0.0086
O  0.0081  -0.0141  -0.0015
O  -0.0019  0.0026  0.0083
O  -0.0085  0.0119  -0.0213
O  0.0004  0.016  -0.0045
O  -0.0016  -0.0021  -0.0014
O  0.0065  0.0075  -0.0168
O  0.013  -0.0192  0.0138
O  -0.0053  -0.0024  -0.0017
O  -0.0038  -0.01  0.0005
O  -0.0036  -0.0023  0.0104
O  -0.0163  -0.0096  0.0327
O  0.0016  0.0041  0.0017
O  -0.0018  0.0001  0.0008
O  0.0005  0.0014  0.0054
O  -0.0031  0.0006  -0.0064
O  0.0056  -0.0001  0.0046
O  0.0071  -0.0016  0.0098
O  -0.0002  -0.0005  -0.0034
O  -0.0026  0.0039  0.0052
O  -0.001  0.0007  -0.0098
O  0.0035  -0.016  0.0043
O  0.0015  0.0027  -0.0056
O  0.0007  0.0033  -0.0037
O  0.0008  0.0007  0.0074
O  0.0006  -0.0069  0.0018
O  -0.0016  -0.0026  -0.0001
O  -0.0051  0.0027  0.0025
O  0.0033  0.0109  -0.002
O  -0.0168  0.0131  0.0199
O  0.0074  0.0141  -0.0034
O  -0.0048  -0.0075  -0.0116
O  0.0006  0.0042  0.0043
O  0.0187  -0.0122  0.0026
O  -0.0002  0.0012  0.0045
O  -0.0013  0.0077  -0.0035
O  0.01  -0.0023  0.0056
O  -0.0022  0.0034  0.0001
O  0.0005  -0.0049  0.0024
O  -0.0103  -0.0008  0.0078
O  -0.0064  0.0074  0.0144
O  0.0124  -0.0094  -0.0084
O  0.0067  0.0085  -0.0022
O  -0.0027  -0.0008  -0.0025
O  0.0098  0.0076  0.0015
O  -0.0005  -0.0129  0.0042
O  0.0157  0.0011  -0.0029
O  0.02  -0.0002  0.0054
O  0.0023  -0.0012  0.0092
O  -0.0004  0.0012  0.0033
O  0.0016  0.0048  0.0015
O  0.0032  -0.0042  -0.0055
O  -0.0008  -0.0002  0.0078
O  0.0037  -0.0064  -0.0001
O  -0.0006  0.0014  -0.007
O  0.0008  -0.0004  0.0068
O  -0.0029  -0.004  -0.0007
O  -0.0078  -0.0066  -0.0028
O  0.005  -0.0136  0.0036
O  0.0003  0.0042  0.006
O  -0.0028  0.009  0.0018
O  0.003  -0.0004  0.005
O  -0.0021  -0.003  -0.0106
O  0.0052  0  0.0097
O  0.0075  -0.0064  -0.0066

The program warned: the cutoff lies below the one the program advises for these potential files; the forces do not sum to zero within the program's tolerance; the exchange-correlation potential is rough where the density is thin.
